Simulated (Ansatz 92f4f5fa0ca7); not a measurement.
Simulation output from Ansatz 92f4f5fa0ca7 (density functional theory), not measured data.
Periodic cell of 192 atoms, Si128O64, from a study of silicon, its oxide and their interface. The atomic structure is a simulated model.
This geometry differs little from another in the collection (a relaxation step or a small displacement).

Settings: functional r2SCAN; potential files Ansatz PAW; basis plane waves; wave-function cutoff 800 eV; density cutoff ratio 5; exchange-correlation grid ratio 1; k mesh 1 x 1 x 1, shifted by 0.5 0.5 0 of a step; self-consistency stop 1e-10 eV per atom in the density residual; occupations fixed; spin none; net charge 0.

Cell vectors (angstrom)
a, 10.888, 0, 0
b, 0, 10.888, 0
c, 0, 0, 27.8161

Atoms: element, x, y, z (angstrom)
Si, -0.1587, 0.0853, 0.241
Si, 3.0497, 2.4399, 0.1238
Si, -0.2562, 5.7237, 0.0449
Si, 3.0046, 7.9612, -0.069
Si, 5.2879, 0.2496, -0.0205
Si, 8.5434, 2.4019, 0.078
Si, 5.1766, 5.652, 0.0564
Si, 8.2945, 7.8271, 0.001
Si, 1.4282, 1.3261, 1.4221
Si, 4.1014, 4.0697, 1.4207
Si, 1.3735, 6.8621, 1.2923
Si, 4.1501, 9.5177, 1.2877
Si, 6.8161, 1.3974, 1.3308
Si, 9.5757, 4.0772, 1.3671
Si, 6.787, 6.7284, 1.3979
Si, 9.461, 9.4041, 1.3802
Si, 0.0718, 2.7433, 2.7387
Si, 2.7708, -0.0694, 2.7278
Si, 0.0168, 8.1446, 2.7339
Si, 2.6805, 5.4452, 2.6967
Si, 5.5022, 2.7458, 2.7536
Si, 8.1354, -0.0335, 2.6975
Si, 5.4828, 8.183, 2.7092
Si, 8.157, 5.369, 2.7422
Si, 1.3755, 4.1034, 4.1216
Si, 4.1151, 1.3399, 4.0661
Si, 1.3712, 9.5091, 4.0935
Si, 4.0805, 6.8115, 4.0388
Si, 6.8283, 4.0644, 4.1461
Si, 9.5393, 1.3474, 4.0325
Si, 6.8037, 9.5311, 4.1087
Si, 9.5394, 6.7632, 4.0703
Si, 0.0052, 0.0038, 5.4235
Si, 2.7466, 2.7103, 5.4337
Si, -0.0029, 5.4398, 5.4739
Si, 2.7295, 8.1495, 5.4398
Si, 5.4412, -0.0061, 5.4662
Si, 8.196, 2.6896, 5.4519
Si, 5.4413, 5.4598, 5.4333
Si, 8.1798, 8.1472, 5.4293
Si, 1.3586, 1.3635, 6.7984
Si, 4.0946, 4.0859, 6.7931
Si, 1.3688, 6.8115, 6.8143
Si, 4.0678, 9.5194, 6.8135
Si, 6.8075, 1.3578, 6.8095
Si, 9.5271, 4.0716, 6.8201
Si, 6.8077, 6.8075, 6.8091
Si, 9.5332, 9.5236, 6.7839
Si, 0.0013, 2.7239, 8.1755
Si, 2.705, -0.0029, 8.1729
Si, 0.0052, 8.1831, 8.1626
Si, 2.7351, 5.4443, 8.1568
Si, 5.4515, 2.7362, 8.1642
Si, 8.1627, -0.0107, 8.1477
Si, 5.4326, 8.1624, 8.1703
Si, 8.1622, 5.4354, 8.1793
Si, 1.371, 4.1009, 9.5138
Si, 4.0658, 1.3852, 9.5101
Si, 1.3371, 9.5425, 9.5538
Si, 4.089, 6.7873, 9.543
Si, 6.7964, 4.0829, 9.5551
Si, 9.4898, 1.3701, 9.5121
Si, 6.7816, 9.5474, 9.5094
Si, 9.5437, 6.8094, 9.516
Si, -0.0399, 0.0553, 10.8873
Si, 2.7197, 2.7542, 10.8845
Si, 0.0217, 5.4466, 10.888
Si, 2.7046, 8.1452, 10.8824
Si, 5.426, 0.0406, 10.8711
Si, 8.1323, 2.7016, 10.9224
Si, 5.4476, 5.4319, 10.939
Si, 8.1485, 8.1751, 10.8297
Si, 1.3001, 1.4652, 12.2336
Si, 4.0832, 4.0521, 12.3077
Si, 1.3876, 6.7735, 12.2915
Si, 4.0537, 9.5549, 12.1793
Si, 6.7294, 1.3802, 12.3232
Si, 9.5381, 4.0749, 12.2193
Si, 6.851, 6.821, 12.2399
Si, 9.4478, 9.5673, 12.1828
Si, -0.0216, 2.8189, 13.6958
Si, 2.6484, 0.0441, 13.4752
Si, -0.0733, 8.2029, 13.4733
Si, 2.7773, 5.3977, 13.7118
Si, 5.373, 2.7116, 13.7842
Si, 8.0873, -0.023, 13.6229
Si, 5.4494, 8.2183, 13.5086
Si, 8.2307, 5.4279, 13.5886
Si, 1.3405, 4.1787, 15.1853
Si, 3.836, 1.3124, 15.0235
Si, 1.2503, 9.5908, 14.7652
Si, 4.2153, 6.8506, 14.9318
Si, 6.815, 4.1799, 15.022
Si, 9.4351, 1.3599, 14.9228
Si, 7.8745, 7.7266, 16.1926
Si, 9.6093, 6.8339, 14.9205
Si, 0.0049, 0.0801, 16.2203
Si, 2.2107, 2.3354, 16.3833
Si, 0.4863, 6.0907, 16.3355
Si, 2.6922, 8.2634, 15.9869
Si, 4.5022, -0.2297, 16.6815
Si, 8.2527, 2.8369, 16.295
Si, 6.0351, 6.0638, 16.2543
Si, 6.8086, 9.4274, 15.0044
Si, 1.1739, 25.5596, 25.875
Si, 31.8485, -22.9814, 21.3581
Si, -2.5999, 0.2369, 23.5726
Si, 7.7919, -9.613, 18.8627
Si, 9.0031, 20.446, 18.3993
Si, -2.6832, 17.3187, 23.4326
Si, 3.1301, 11.4274, 23.617
Si, -20.3072, -1.1567, 25.6182
Si, -26.6436, -17.0128, 25.002
Si, -1.3855, -19.2054, 25.1864
Si, 9.6489, 4.098, 22.5844
Si, -12.1772, 4.789, 18.2147
Si, 10.0757, 24.4081, 20.2678
Si, -6.2286, 8.8047, 23.197
Si, 16.6672, 13.045, 23.4873
Si, 39.3759, 5.6222, 19.0807
Si, 27.6126, 24.6839, 20.4941
Si, 17.1314, -14.4787, 21.4876
Si, 1.4399, -16.6454, 23.1374
Si, 12.4195, 0.9014, 21.0248
Si, 3.5914, -31.0655, 18.9201
Si, 4.1297, -26.6955, 23.0205
Si, 43.4747, -24.8791, 23.6433
Si, 17.6318, 31.2057, 25.5355
O, -0.6828, 21.071, -10.3311
O, -12.3131, 47.3549, -3.6654
O, -8.4277, 14.1443, -1.148
O, -1.5657, -9.3294, -8.4764
O, -15.7556, -0.3127, -1.3757
O, 22.2574, -0.519, -1.1117
O, 2.1845, 33.856, -5.3356
O, -3.6887, 5.7485, -3.324
O, 11.42, 8.9672, -3.2663
O, 21.6296, 5.8339, -10.0038
O, 10.0942, -6.8298, -8.2741
O, 40.8599, -27.1446, -9.3529
O, 10.9887, -8.3141, -1.9855
O, 22.4639, 2.1898, -7.2499
O, 1.6686, 4.1822, -3.4043
O, 7.7644, -32.9516, -9.307
O, 15.4442, -10.313, 18.0981
O, 15.4956, -5.703, 24.3407
O, -4.2478, -25.6851, 19.9674
O, 19.2707, 13.7608, 26.3274
O, -5.2272, 13.8388, 22.0884
O, -3.4906, -2.5568, 26.5363
O, 5.6772, -16.049, 17.836
O, 2.8466, 13.4752, 17.8657
O, 27.403, -12.9038, 24.5022
O, -8.5958, -10.8233, 24.9246
O, 7.4318, 2.1447, 17.5394
O, 16.8676, 21.0541, 16.2333
O, -9.8825, -15.1698, 23.5957
O, -2.4691, -2.6465, 17.6663
O, 32.9498, -6.3984, 22.2244
O, 8.69, 5.3519, 22.3183
O, 14.6368, 10.0877, 22.9932
O, -3.4016, -14.2537, 22.4939
O, 26.1782, 13.5027, 19.8532
O, 20.3266, -7.1389, 16.978
O, 2.6388, 11.5783, 19.8662
O, -8.4252, 30.4518, 26.3682
O, 3.7419, -3.3964, 23.4143
O, 20.3597, 17.6631, 27.3339
O, -6.7475, 23.125, 27.3633
O, 17.1744, 3.2184, 24.5952
O, 20.3906, 9.2462, 19.9061
O, 3.517, 9.3564, 16.92
O, 15.2364, 12.4371, 23.9574
O, 1.0624, 1.2122, 16.7516
O, -1.3475, -20.6489, 27.6738
O, -4.4646, -6.5823, 19.9534
O, 13.7389, -5.6511, 22.3657
O, 4.0895, -4.1057, 27.3377
O, 9.258, 2.8312, 21.6639
O, 7.975, -0.928, 24.645
O, -25.8508, 1.6907, 20.0622
O, 22.3119, 10.5339, 21.1325
O, -5.5388, -4.8627, 21.9655
O, 5.3991, -2.2392, 21.7495
O, 8.9806, 10.5368, 22.2289
O, 1.6554, -14.5841, 16.6995
O, 0.4801, -16.6983, 26.5558
O, -0.3974, 8.3532, 22.1667
O, -1.4613, -14.6322, 24.2138
O, 20.1983, 1.2239, 24.3384
O, 28.6549, -9.904, 23.2849
O, 27.6625, 4.9178, 26.6016

Results
free energy: -118376.666 eV
free energy less fixed offsets of O -570.45, Si -639.56 eV per atom: -4.186 eV

Forces (eV/angstrom), in the order of the atoms: element, x, y, z
Si, -0.0212, 0.0134, 0.1379
Si, 0.0087, -0.0369, 0.1261
Si, -0.0166, 0.0197, 0.11
Si, 0.0319, -0.0257, 0.1383
Si, -0.0062, 0.0151, 0.1521
Si, -0.0167, 0.0057, 0.1622
Si, -0.0292, 0.031, 0.1509
Si, 0.0185, 0.0097, 0.1479
Si, -0.015, -0.0183, 0.0043
Si, -0.0133, -0.0084, 0.0044
Si, -0.0114, -0.0202, 0.0174
Si, -0.004, -0.0039, 0.0014
Si, 0.0087, 0.0202, 0.001
Si, -0.0044, -0.0041, 0.0076
Si, 0.003, 0.0057, -0.0181
Si, 0.0372, 0.0193, -0.0071
Si, -0.0184, 0.0025, 0.0407
Si, -0.0087, 0.0103, 0.0242
Si, -0.0062, 0.0094, 0.0322
Si, 0.0015, -0.0128, 0.0425
Si, -0.0031, -0.0154, 0.0421
Si, 0.0101, 0.0085, 0.0358
Si, 0.008, -0.0056, 0.0496
Si, 0.0076, 0.0108, 0.0351
Si, 0.0104, -0.0121, 0.0108
Si, -0.011, 0.0137, -0.0161
Si, -0.011, 0.0165, -0.0108
Si, 0.0186, 0.0114, -0.0299
Si, 0.0128, -0.003, 0.0097
Si, 0.0047, 0.0056, -0.0202
Si, -0.0013, -0.0163, -0.0123
Si, -0.001, 0.0042, -0.0166
Si, 0.0242, 0.0016, 0.0142
Si, 0.0002, 0.0014, 0.0235
Si, -0.0061, -0.0097, 0.0128
Si, -0.0207, 0.0037, -0.0003
Si, 0.0127, -0.0008, 0.0051
Si, -0.0046, -0.0033, 0.0178
Si, 0.0094, -0.0076, 0.0192
Si, 0.0135, 0.0166, 0.0138
Si, -0.0209, -0.0063, 0.0146
Si, 0.0032, 0.0104, 0.0147
Si, 0.0095, 0.0052, 0.005
Si, -0.0149, -0.0065, 0.0086
Si, 0.0085, -0.0094, 0.0094
Si, 0.015, -0.0053, 0.017
Si, -0.0087, 0.002, 0.0047
Si, -0.0057, 0.0018, 0.0182
Si, -0.0085, 0.0129, -0.0047
Si, 0.0084, 0.0063, -0.0059
Si, 0.0033, -0.0048, -0.0033
Si, -0.0143, -0.0039, 0.0019
Si, -0.0061, -0.0075, -0.0019
Si, -0.0087, 0.0022, -0.0028
Si, 0.0194, 0.0041, -0.0028
Si, 0.0018, -0.0034, -0.0056
Si, 0.0063, -0.0171, -0.0042
Si, -0.0135, -0.0001, -0.0029
Si, -0.0134, 0.0029, -0.0235
Si, -0.0004, 0.012, -0.002
Si, 0.0302, 0.0096, -0.0206
Si, 0.0058, -0.0024, 0.0194
Si, -0.0191, -0.0103, -0.0242
Si, -0.0086, 0.0018, -0.017
Si, -0.0097, -0.0123, -0.0322
Si, -0.0178, 0.014, -0.0277
Si, -0.0066, 0.0274, -0.0063
Si, 0.0152, -0.0158, -0.007
Si, 0.0151, -0.0302, 0.0038
Si, -0.0155, 0.016, 0.0054
Si, 0.0242, -0.0012, -0.0055
Si, 0.0034, -0.0113, -0.0007
Si, 0.0061, -0.0191, 0.0059
Si, 0.0082, -0.0031, 0.0235
Si, -0.0311, 0.0047, 0.0236
Si, -0.0318, 0.0114, -0.0055
Si, -0.0121, 0.0091, -0.0028
Si, -0.0066, 0.0074, 0.001
Si, 0.0156, -0.0223, -0.0045
Si, 0.0305, 0.0021, -0.0092
Si, -0.0097, -0.0459, -0.0528
Si, -0.0238, -0.0267, -0.0174
Si, 0.0292, 0.0262, -0.0312
Si, -0.0015, 0.0234, -0.0261
Si, 0.0155, -0.0053, -0.0734
Si, 0.009, 0.0269, -0.0191
Si, 0.0297, 0.0244, 0.0197
Si, 0.0043, -0.0183, -0.058
Si, 0.0305, 0.0148, -0.061
Si, 0.0377, -0.0076, -0.0262
Si, -0.0117, -0.0636, -0.0533
Si, -0.0483, 0.0535, 0.0141
Si, -0.0042, -0.0017, 0.0579
Si, -0.0052, 0.0094, 0.009
Si, -0.094, -0.0112, -0.1137
Si, -0.0155, -0.0472, -0.0387
Si, -0.0079, 0.0076, -0.1133
Si, -0.008, -0.0394, -0.0736
Si, -0.0372, 0.0018, -0.1178
Si, 0.0212, -0.0078, -0.133
Si, 0.0026, 0.0129, -0.0862
Si, -0.0514, 0.0058, -0.1318
Si, 0.0758, 0.0254, -0.1611
Si, 0.0664, -0.0179, -0.0364
Si, -0.0328, -0.0016, 0.1006
Si, -0.0099, 0.0134, -0.0482
Si, 0.0033, 0.0191, 0.048
Si, 0.0119, 0.0098, -0.0979
Si, -0.0151, -0.0189, -0.0803
Si, 0.0086, -0.0202, 0.037
Si, -0.003, -0.0307, 0.04
Si, 0.0149, -0.0058, 0.1268
Si, -0.0159, 0.0183, 0.0746
Si, -0.0248, -0.0179, 0.1123
Si, -0.019, -0.0344, 0.0058
Si, 0.0001, -0.0086, -0.0812
Si, -0.0312, -0.0324, -0.0322
Si, 0.0262, 0.0035, 0.0367
Si, 0.0161, -0.0259, 0.0463
Si, -0.0068, -0.0443, -0.0252
Si, 0.036, 0.0057, -0.0724
Si, -0.001, 0.0095, -0.0501
Si, -0.0241, -0.0003, 0.0219
Si, -0.0088, -0.0071, -0.0244
Si, -0.016, -0.0277, -0.1257
Si, 0.0339, 0.0222, 0.0105
Si, 0.0037, 0.0143, 0.0343
Si, -0.0317, 0.023, 0.1304
O, 0.0126, -0.0548, 0.0577
O, 0.0003, 0.0454, -0.0253
O, -0.0128, 0.0377, -0.0899
O, 0.0045, -0.0129, 0.0317
O, 0.0264, -0.0435, -0.1033
O, 0.0218, -0.0178, -0.0917
O, -0.0088, 0.0316, 0.0055
O, 0.0103, 0.0141, -0.0142
O, -0.0188, -0.0089, -0.0446
O, 0.0057, -0.0129, 0.0454
O, -0.0073, 0.0095, 0.0362
O, -0.0545, 0.0177, 0.0393
O, 0.0204, -0.0167, -0.0161
O, 0.0295, 0.0214, 0.0199
O, 0.0357, 0.0039, -0.0471
O, -0.0344, 0.015, 0.0406
O, 0.0275, 0.0037, 0.0585
O, -0.0242, 0.0061, -0.0033
O, 0.0108, 0.0308, 0.0059
O, -0.0004, 0.022, -0.1122
O, -0.008, 0.0137, 0.0201
O, -0.0316, 0.0211, -0.0982
O, 0.0177, 0.0318, 0.1069
O, 0.0098, 0.0382, 0.0736
O, -0.0023, -0.0007, -0.0176
O, 0.007, 0.03, -0.0155
O, -0.0301, -0.0009, 0.0827
O, -0.0025, 0.0084, 0.0014
O, 0.0106, 0.0022, 0.0028
O, 0.0299, 0.0413, 0.1169
O, 0.0275, -0.0136, -0.0451
O, -0.007, 0.0017, -0.0576
O, -0.0007, -0.0004, -0.0411
O, 0.0118, 0.0097, 0.0065
O, 0.0093, 0.0334, 0.0398
O, 0.0351, 0.0496, 0.0267
O, -0.0133, -0.0253, 0.0363
O, -0.0214, 0.0303, -0.09
O, -0.0123, 0.0072, -0.0085
O, 0.0197, -0.0209, -0.0488
O, -0.0185, -0.0066, -0.0527
O, 0.0198, -0.0105, -0.0301
O, 0.0131, -0.0225, 0.0567
O, 0.0085, 0.026, 0.0316
O, -0.0024, 0.017, -0.0047
O, 0.0011, 0.0194, 0.061
O, -0.0075, -0.0254, -0.0628
O, 0.0051, -0.0271, 0.0615
O, -0.0059, -0.0173, -0.0174
O, -0.0059, 0.0086, -0.0608
O, -0.0194, -0.0112, -0.001
O, 0.0442, 0.0005, -0.0506
O, -0.0328, 0.0043, 0.0608
O, 0.0117, -0.012, 0.0156
O, -0.0052, -0.0226, 0.0029
O, 0.0057, 0.0076, 0.0016
O, -0.0101, 0.0061, -0.0221
O, -0.0314, -0.0359, 0.0396
O, 0.0245, 0.0106, -0.0705
O, 0.0067, -0.0354, -0.0069
O, 0.0057, 0.0038, 0.0113
O, 0.0147, -0.0147, -0.0328
O, -0.0252, 0.0061, -0.0413
O, 0.038, -0.0463, -0.0948

The program warned: the cutoff lies below the one the program advises for these potential files; the forces do not sum to zero within the program's tolerance; empty levels may hold ghost states of the PAW files; the exchange-correlation potential is rough where the density is thin.
